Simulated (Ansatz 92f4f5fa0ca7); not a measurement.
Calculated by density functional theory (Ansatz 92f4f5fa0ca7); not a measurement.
Periodic cell of 144 atoms, Si90O54, from a study of silicon, its oxide and their interface. The atomic structure is a simulated model.

Settings
functional: r2SCAN
potential files: Ansatz norm-conserving
basis: plane waves
wave-function cutoff: 1300 eV
density cutoff ratio: 4
exchange-correlation grid ratio: 1
k mesh: 2 x 2 x 1, shifted by 0.5 0.5 0.5 of a step
self-consistency stop: 5e-08 eV per atom in the density residual
occupations: Fermi-Dirac, 0.05 eV
spin: none
net charge: 0

Cell vectors (angstrom)
a 11.54 0 0
b 0 11.54 0
c 0 0 19.0963

Atoms: element, x, y, z (angstrom)
Si -3.5781 2.6617 -0.0315
Si -0.101 4.4372 0.3137
Si -0.0486 6.8178 0.2531
Si 4.1681 0.8969 -0.7713
Si 3.6991 3.8451 0.2803
Si 3.7105 6.887 -0.0192
Si 10.1853 0.0413 1.4726
Si 9.4043 3.4331 -1.6247
Si 7.8068 7.817 -0.0597
Si 1.8192 -0.2406 0.8788
Si 1.7773 3.89 1.5546
Si 1.9161 7.4022 1.3905
Si 5.8454 0.1683 1.1529
Si 5.7059 3.6996 1.3767
Si 5.7704 7.5891 1.1556
Si 8.1414 0.3225 0.2788
Si 9.9329 3.8814 1.9396
Si 9.6572 7.6713 1.4279
Si 2.0124 2.082 2.9687
Si 1.9791 5.7232 2.9593
Si 1.9881 9.4875 2.4686
Si 5.8374 1.8943 2.822
Si 5.883 5.7324 2.6543
Si 5.7359 9.6242 2.4811
Si 9.9226 1.8507 3.0127
Si 9.6786 5.8909 2.9952
Si 9.7928 9.6327 2.7317
Si 0.1939 1.8568 4.412
Si 0.0888 5.8441 4.3184
Si 0.1881 9.5555 4.0756
Si 3.938 1.987 4.2477
Si 3.9745 5.7083 4.1663
Si 3.8585 9.5815 3.9373
Si 7.8161 1.924 4.1402
Si 7.6942 5.7922 4.1881
Si 7.7203 9.623 3.9496
Si 0.1622 -0.1481 5.5849
Si 0.1439 3.8867 5.6046
Si 0.1686 7.7721 5.6185
Si 3.8067 -0.0729 5.4028
Si 3.887 3.8412 5.6835
Si 3.9313 7.7174 5.4652
Si 7.8037 -0.0444 5.3986
Si 7.6885 3.8756 5.512
Si 7.7145 7.7513 5.4599
Si 2.0045 -0.049 7.003
Si 1.9442 3.7816 7.1015
Si 2.1056 7.7328 7.042
Si 5.8012 -0.0423 6.5988
Si 5.8113 3.9699 6.987
Si 5.8122 7.6483 6.9085
Si 9.7097 0.0132 6.8538
Si 9.6749 3.9832 6.7695
Si 9.673 7.8139 6.841
Si 1.4385 1.8068 8.5509
Si 1.9874 5.7475 8.3544
Si 2.1947 9.6626 8.4791
Si 5.3096 1.8484 7.8259
Si 5.6711 5.7611 8.5755
Si 5.9782 9.6806 8.0156
Si 9.5264 2.0703 8.0113
Si 9.6249 5.8697 8.1513
Si 9.6653 9.6824 8.2926
Si -1.0252 1.6823 10.1055
Si 0.0024 6.0328 9.5052
Si -0.2972 9.1691 9.9536
Si 4.1621 1.3721 9.8658
Si 3.318 5.4621 10.3579
Si 4.2928 9.8563 9.5394
Si 7.3501 2.1075 8.8007
Si 7.8199 6.2154 9.6368
Si 7.7242 9.3812 9.598
Si -2.4479 5.571 12.4632
Si 6.3025 5.4109 13.064
Si 5.0391 9.3067 14.4829
Si 7.9736 0.2836 10.9415
Si 10.1001 3.4248 12.6583
Si 1.0401 4.71 12.1289
Si -0.9664 8.4467 12.8417
Si 8.1893 6.4317 17.1951
Si 6.1049 11.6054 15.9535
Si 4.6082 7.7301 11.8205
Si -0.7229 7.6863 16.3846
Si -1.653 10.1077 15.2935
Si 6.3434 2.6549 11.458
Si 12.6188 6.948 14.2928
Si 3.5898 7.698 16.1446
Si 5.5954 6.7773 15.4872
Si 7.8402 10.0322 17.8143
Si 8.9784 13.016 15.011
O -1.5705 0.159 -4.152
O -0.5956 3.6191 -1.0673
O 2.414 12.4808 1.8327
O -0.0508 7.4869 -1.2669
O 0.1898 7.6188 -9.2506
O 7.4237 0.9681 -3.6636
O 0.1766 -0.0624 0.6409
O 6.6989 6.3039 -2.5199
O 3.7462 5.2872 -0.5793
O 3.6861 2.4791 -0.653
O 6.411 3.256 -0.1335
O 6.1862 3.9009 -6.6179
O 8.843 4.9443 -1.9415
O 9.4691 2.4631 -2.9103
O 6.435 10.4258 -2.0437
O 4.919 12.3747 -2.2781
O 0.1993 3.5346 12.9098
O 4.3042 -0.2113 10.2676
O -1.4916 2.8966 11.1028
O 0.0088 5.3086 11.0016
O 1.0821 10.0164 9.7023
O -0.8427 9.3226 11.4869
O 7.2905 0.5872 9.4845
O 3.3071 7.7513 17.7323
O 3.3296 6.8333 11.3294
O 5.3963 5.5504 14.4129
O 4.8837 8.7179 10.5719
O 4.8231 13.7353 11.1029
O 9.6048 0.4327 10.7629
O 7.8392 -3.7207 10.071
O 8.339 5.48 11.01
O 7.0747 3.1523 10.0814
O 7.654 10.2255 11.0554
O -1.6178 6.9752 12.6121
O 6.2085 8.189 14.8085
O 2.5886 1.7698 9.7535
O 5.8011 6.6326 12.0772
O 0.5608 8.2308 13.4163
O 4.3816 8.7622 13.078
O 17.1303 10.8482 14.5747
O 2.4231 4.385 11.3058
O -2.7237 10.0701 16.5049
O -0.4132 9.2488 15.9593
O -0.1316 6.6034 15.3246
O 8.4786 3.6894 20.2586
O -3.6954 5.6521 13.5336
O -1.8919 9.3247 13.8807
O 9.2829 2.3625 13.6523
O 1.4446 5.7521 13.2971
O 2.3437 7.1891 15.2579
O 9.2207 7.3888 16.3525
O 7.2365 1.3444 11.9655
O 2.8378 11.446 18.6388
O 3.8843 9.2364 15.6342

Results
free energy: -35658.733 eV
free energy less fixed offsets of O -463.61, Si -117.95 eV per atom: -8.293 eV
pressure: -1.74 GPa
stress xx, yy, zz, yz, xz, xy (GPa, positive in tension): 1.25, 2.05, 1.93, 0.21, -1.22, -0.15

Forces (eV/angstrom), in the order of the atoms: element, x, y, z
Si -0.0803 0.6436 -0.6159
Si -0.1978 -0.3495 -0.4576
Si 0.1997 0.6102 -0.7167
Si 0.454 0.1367 0.227
Si -0.2034 -0.0515 -0.1904
Si 0.0569 -0.165 -0.6117
Si 0.6118 -0.072 -0.1565
Si 0.0339 0.5493 -0.3935
Si 0.0152 0.3174 0.1024
Si 0.1437 0.1249 0.1691
Si 0.2581 0.1422 0.0374
Si -0.1116 -0.0298 0.2426
Si 0.0056 -0.1551 0.1655
Si -0.0276 0.2384 -0.2873
Si -0.2308 -0.0529 0.0088
Si -0.4174 -0.4251 -0.1299
Si -0.4331 0.0866 -0.2289
Si -0.0378 -0.0538 0.1411
Si 0.1269 -0.054 -0.5225
Si -0.1153 0.2066 -0.0607
Si 0.0241 -0.1107 -0.1621
Si 0.0653 -0.2736 -0.0438
Si 0.1077 -0.0927 0.0831
Si 0.1633 0.1961 -0.1261
Si 0.2414 -0.1269 0.0371
Si 0.051 0.1491 0.4971
Si 0.1085 -0.3168 0.1955
Si 0.0768 0.017 0.0049
Si 0.2095 -0.0081 -0.0891
Si -0.0838 0.0884 -0.0991
Si 0.2848 0.0232 0.2251
Si -0.31 -0.0544 0.0618
Si -0.1044 0.0694 0.0452
Si -0.085 -0.1755 -0.1502
Si -0.0963 0.1631 -0.2313
Si -0.1544 0.1066 -0.226
Si -0.1042 0.0764 0.0321
Si -0.0859 0.0838 0.0016
Si 0.0501 -0.1225 0.2924
Si 0.0063 -0.0235 -0.2174
Si 0.2036 0.5043 -0.3992
Si -0.0202 -0.1286 0.0319
Si -0.0176 0.1958 -0.0301
Si 0.1635 -0.1164 0.064
Si 0.0959 -0.1844 0.2267
Si -0.0577 0.0629 0.2049
Si -0.1644 -0.0977 0.2284
Si -0.1592 0.0464 -0.1035
Si 0.1788 -0.1182 -0.1139
Si -0.643 0.0607 -0.1154
Si -0.2033 -0.0196 0.0661
Si -0.1302 -0.2582 -0.0613
Si 0.1565 0.1412 0.1034
Si 0.0437 0.1505 -0.2439
Si 0.649 -0.2575 0.602
Si 0.0329 -0.3182 0.3575
Si 0.1414 0.2038 0.5567
Si -0.1165 0.2555 0.1834
Si 0.5569 -0.0779 0.5009
Si -0.0553 -0.0363 0.4139
Si -0.4761 -0.1275 0.2037
Si -0.1436 -0.0624 0.1969
Si -0.244 -0.099 0.373
Si -0.7964 0.2767 -0.8333
Si 0.073 0.2352 0.2712
Si 0.315 -0.059 0.29
Si 0.0024 -0.32 0.0658
Si -0.8275 0.8694 -0.3861
Si 0.1473 -0.1851 -0.1858
Si -0.4767 -0.5357 0.4113
Si -0.0395 0.4055 0.1591
Si 0.0617 -0.0092 -0.0144
Si -0.3377 0.562 0.1081
Si 0.08 0.3796 0.4873
Si 0.1119 0.3193 -0.0859
Si -0.1098 -0.4833 -0.4177
Si 0.0246 -0.4177 0.2102
Si 0.3034 0.2934 0.151
Si 0.0156 0.2503 0.2844
Si 0.1239 -0.1618 -0.2972
Si 0.2103 -0.256 -0.1086
Si 0.1126 0.3647 0.0462
Si 0.1229 0.0115 0.0564
Si 0.0861 -0.1301 0.2438
Si -0.0596 -0.0733 -0.179
Si 0.0022 0.2708 0.1595
Si -0.4074 0.417 -0.0917
Si 0.7362 -0.0763 -0.0295
Si 0.0976 0.4426 -0.5595
Si 0.0013 -0.3872 0.3218
O -0.3083 0.2282 -0.0458
O 0.1015 0.1567 0.2515
O -0.5031 -0.2304 0.0752
O -0.0519 -0.3332 0.2131
O -0.3831 0.1304 -0.0393
O -0.0408 0.0756 -0.0068
O -0.6246 0.2954 0.4047
O -0.1195 0.0644 -0.2672
O 0.0798 0.4349 0.6815
O 0.0651 -0.6339 -0.1212
O 0.5982 -0.136 0.7511
O 0.0674 -0.1223 -0.1892
O 0.1135 0.0368 0.0761
O 0.0903 0.1429 -0.0055
O 0.1167 -0.077 0.0123
O -0.2388 0.018 0.2317
O -0.0335 0.0552 -0.2692
O -0.0878 0.2951 -0.1597
O 0.3726 -0.231 0.1551
O 0.1141 -0.0637 -0.2898
O -0.05 -0.3342 -0.3963
O -0.0259 -0.0628 -0.3486
O 0.7357 0.1304 0.6614
O 0.2036 -0.2104 0.1875
O 0.2893 -0.6121 -0.1614
O 0.2272 0.3023 -0.2078
O -0.145 0.0011 0.1372
O 0.2265 0.0743 0.0097
O 0.3972 0.297 0.0693
O -0.1849 -0.4302 -0.2954
O 0.0004 0.0791 0.0212
O 0.2135 -0.1826 -0.0433
O 0.1056 0.1888 -0.2588
O -0.1297 -0.2263 -0.0554
O -0.5749 -0.3041 0.1224
O 0.1648 0.003 -0.1349
O -0.1074 -0.165 0.0679
O -0.2235 -0.2982 0.0068
O 0.158 -0.3104 -0.1581
O -0.018 -0.2365 0.2717
O 0.534 0.2272 -0.31
O -0.0257 -0.18 0.0811
O -0.2716 -0.1997 -0.0942
O 0.1134 0.1902 -0.0888
O -0.5309 -0.4667 0.0516
O -0.1657 -0.0154 -0.3574
O 0.156 -0.1768 -0.0721
O 0.2641 0.2052 -0.1918
O -0.2604 -0.2207 -0.2142
O 0.0274 0.0496 -0.1112
O -0.1771 -0.2471 0.2289
O -0.009 0.0161 -0.0979
O -0.176 0.337 0.1366
O 0.1467 -0.3717 -0.093
